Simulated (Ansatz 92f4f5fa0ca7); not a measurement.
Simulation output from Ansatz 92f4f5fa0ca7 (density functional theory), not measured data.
Periodic cell of 216 atoms, Si120O64H32, with a vacuum gap, from a study of silicon, its oxide and their interface. The atomic structure is a simulated model.

Settings
functional: r2SCAN
potential files: Ansatz PAW
basis: plane waves
wave-function cutoff: 800 eV
density cutoff ratio: 5
exchange-correlation grid ratio: 1
k mesh: 1 x 1 x 1, shifted by 0.5 0.5 0 of a step
self-consistency stop: 1e-11 eV per atom in the density residual
occupations: fixed
spin: none
net charge: 0
applied field: sawtooth along c, amplitude -0.015 V/angstrom in the program's sign convention, ramp centred at 0.9874 of c and 0.0252 of c wide, no dipole correction

Cell vectors (angstrom)
a	10.88	0	0
b	0	10.88	0
c	0	0	39.7335

Atoms: element, x, y, z (angstrom)
Si	0.4324	-0.1958	26.0099
Si	2.9735	2.4093	26.3451
Si	-0.0865	5.5225	25.9135
Si	2.5925	8.424	26.1753
Si	5.0289	0.1102	26.1648
Si	7.7774	2.7602	25.8861
Si	5.8603	5.3054	26.1341
Si	8.5193	7.7219	26.0538
Si	1.451	1.2184	27.5984
Si	4.1762	4.1287	27.3413
Si	1.4093	6.7308	27.2901
Si	4.0291	9.501	27.6415
Si	6.7514	1.2309	27.3169
Si	9.5722	3.8813	27.1385
Si	6.9736	6.7553	27.5475
Si	9.6019	9.497	27.1771
Si	0	2.6625	28.6892
Si	2.7285	-0.066	29.02
Si	0.0327	8.1238	28.6558
Si	2.766	5.4228	28.6939
Si	5.4765	2.6854	28.7222
Si	8.2006	-0.083	28.6171
Si	5.5105	8.1135	28.7942
Si	8.297	5.2582	28.7282
Si	1.3699	4.0611	30.0353
Si	4.117	1.3911	30.169
Si	1.3094	9.4231	30.1791
Si	4.1042	6.758	30.0967
Si	6.8494	4.0061	30.0933
Si	9.5072	1.307	30.0332
Si	6.8563	9.5093	30.0852
Si	9.5769	6.7421	30.0473
Si	-0.042	-0.0276	31.4562
Si	2.7055	2.7352	31.4635
Si	0.0499	5.425	31.4351
Si	2.7364	8.106	31.4704
Si	5.4832	-0.0059	31.4552
Si	8.1787	2.6563	31.4469
Si	5.4659	5.3953	31.4362
Si	8.1899	8.1128	31.4226
Si	1.3268	1.3598	32.7969
Si	4.0701	4.0894	32.8145
Si	1.3709	6.7859	32.8244
Si	4.0798	9.5177	32.7864
Si	6.8063	1.3464	32.8226
Si	9.5276	4.0684	32.7695
Si	6.7962	6.7897	32.794
Si	9.4904	9.5056	32.82
Si	-0.0291	2.7281	6.9376
Si	2.6893	-0.0132	6.9067
Si	-0.0102	8.1575	6.932
Si	2.7215	5.4593	6.9486
Si	5.4339	2.7181	6.9217
Si	8.1323	-0.0036	6.9551
Si	5.4336	8.1743	6.9264
Si	8.1666	5.4309	6.912
Si	1.2964	4.1504	8.2687
Si	4.0403	1.3644	8.24
Si	1.315	9.5366	8.2988
Si	4.0697	6.8329	8.2947
Si	6.802	4.0799	8.2764
Si	9.465	1.384	8.3049
Si	6.7666	9.5424	8.3119
Si	9.4837	6.8277	8.2886
Si	-0.096	0.0021	9.651
Si	2.6699	2.7691	9.5208
Si	-0.0631	5.4998	9.6859
Si	2.6724	8.1709	9.6519
Si	5.3922	0.0435	9.6397
Si	8.1325	2.7554	9.7072
Si	5.4737	5.48	9.6052
Si	8.1364	8.193	9.6656
Si	1.241	1.4944	10.8408
Si	4.049	4.1133	10.8381
Si	1.2909	6.8592	11.0583
Si	4.0256	9.5547	10.9643
Si	6.726	1.4018	11.0378
Si	9.4447	4.1837	11.0887
Si	6.804	6.8282	11.0231
Si	9.4364	9.5379	11.1013
Si	-0.0518	2.8011	12.3534
Si	2.5945	0.1274	12.1004
Si	-0.0232	8.2041	12.5246
Si	2.6947	5.3999	12.2256
Si	5.3591	2.8425	12.294
Si	7.9856	0.0223	12.4655
Si	5.3624	8.1671	12.3162
Si	8.1413	5.5461	12.5464
Si	1.6442	3.851	13.6251
Si	3.7605	1.5971	13.4406
Si	1.0261	10.0579	13.5143
Si	4.1475	6.607	13.5653
Si	6.3999	4.4478	13.6874
Si	9.576	1.2891	13.6234
Si	6.8932	9.1939	13.7492
Si	9.3155	7.1206	13.9942
Si	2.8611	2.027	17.4555
Si	1.5476	4.8071	16.5831
Si	-0.9387	6.4916	17.1537
Si	5.6273	-1.8207	16.7023
Si	5.0901	0.9384	16.078
Si	7.6435	9.6087	18.8264
Si	3.1601	7.4329	16.3624
Si	11.4957	1.1217	23.192
Si	1.6497	10.0716	16.4462
Si	10.1587	0.1215	17.9713
Si	7.6727	2.5148	15.7855
Si	4.2328	3.8958	22.4262
Si	2.9828	10.7353	21.972
Si	-4.2409	7.1136	23.7974
Si	6.8955	1.1702	20.3279
Si	6.8122	5.1506	21.698
Si	-0.9912	7.8211	19.7426
Si	4.1186	1.9405	20.2249
Si	0.3785	10.1541	20.8243
Si	4.4973	8.975	23.9517
Si	8.9674	2.5996	18.5207
Si	6.8264	2.4917	22.9962
Si	1.5025	14.6747	23.9262
Si	8.6753	16.2286	19.39
O	-0.1501	0.2537	22.0293
O	1.9786	-0.7185	20.8598
O	1.9749	2.9323	25.1916
O	-1.2249	6.6434	25.5561
O	-3.4804	6.3635	22.592
O	-3.2117	7.9933	24.6873
O	1.5043	9.5119	25.5812
O	3.547	9.5217	22.8067
O	4.0263	1.327	25.7176
O	7.6768	2.1489	24.3454
O	8.2467	1.7425	19.6784
O	5.6629	2.0712	19.7553
O	5.7467	6.0807	24.6982
O	6.8525	4.0816	25.7497
O	5.274	10.1406	24.7851
O	10.9274	11.4931	24.6314
O	1.2392	4.6375	14.9962
O	-7.8263	1.8274	19.0388
O	4.4243	0.6979	14.6264
O	2.6859	2.6644	14.0938
O	1.8795	9.862	14.8726
O	-0.173	11.0599	14.02
O	3.2428	7.3183	14.7373
O	7.2378	5.2878	20.1384
O	5.2717	5.5517	14.1745
O	11.0441	5.3055	17.2448
O	8.989	2.013	14.977
O	10.4032	7.7112	18.1705
O	8.1626	8.2495	14.1118
O	6.1763	9.3025	15.2035
O	12.8933	3.3743	17.1759
O	9.7487	6.8506	15.5736
O	9.428	3.9306	19.283
O	-0.1084	-0.1627	19.4185
O	5.194	5.1096	21.9146
O	4.6629	7.778	16.8336
O	-2.2507	10.4977	17.8948
O	4.1317	11.5181	21.1816
O	2.2566	8.6521	16.9814
O	2.8828	-6.5486	23.2281
O	10.1774	1.7405	17.8622
O	2.6449	5.9802	16.873
O	6.7498	10.5267	19.8111
O	4.9144	10.4946	17.0072
O	5.2365	2.874	23.2483
O	6.9867	3.7689	15.0451
O	0.0893	10.2154	16.8317
O	5.589	-2.7523	23.1499
O	10.8144	-2.2874	20.8214
O	13.1271	0.6277	16.9116
O	-2.8778	2.9888	17.2858
O	3.5891	-2.839	24.9314
O	6.7502	8.7653	17.8018
O	6.6482	1.2715	15.8596
O	0.5464	2.7584	23.0775
O	-2.4096	8.5936	19.7484
O	2.1991	11.6988	23.0095
O	0.603	15.9036	24.4982
O	6.9516	1.2527	21.951
O	4.3315	2.1819	16.7817
O	8.5724	5.9425	17.8653
O	3.6548	14.0839	21.0928
O	7.471	3.7845	22.2641
O	9.6566	-4.5698	20.2553
H	0.5087	2.1853	33.7294
H	2.1454	0.5349	33.7294
H	3.2548	4.9176	33.7469
H	4.8897	3.2653	33.7469
H	2.2	5.9715	33.7568
H	0.5462	7.6049	33.7568
H	4.9047	8.6991	33.7188
H	3.2457	10.327	33.7188
H	5.9843	2.168	33.755
H	7.6207	0.5172	33.755
H	8.7062	4.8907	33.7019
H	10.3441	3.2414	33.7019
H	5.981	7.6181	33.7264
H	7.6215	5.9714	33.7264
H	8.6724	10.3312	33.7524
H	10.3216	8.6933	33.7524
H	-0.8457	3.5551	6.0052
H	0.7889	1.9025	6.0052
H	1.8707	0.8117	5.9743
H	3.5234	-0.8225	5.9743
H	-0.8414	8.9698	5.9995
H	0.8144	7.3386	5.9995
H	1.8923	6.2737	6.0161
H	3.5368	4.6311	6.0161
H	4.6144	3.5421	5.9892
H	6.2559	1.8965	5.9892
H	7.3179	0.8255	6.0226
H	8.9503	-0.8293	6.0226
H	4.6086	8.9929	5.994
H	6.2488	7.346	5.994
H	8.988	4.6086	5.9796
H	7.3414	6.2492	5.9796

Results
free energy: -113758.463 eV
free energy less fixed offsets of H -15.71, O -570.45, Si -639.56 eV per atom: 0.257 eV

Forces (eV/angstrom), in the order of the atoms: element, x, y, z
Si	-0.0022	0.0034	-0.0257
Si	-0.0051	0.0009	-0.0263
Si	0.0074	-0.0032	-0.0191
Si	0.0091	-0.0022	-0.0193
Si	0.0013	-0.008	-0.0214
Si	-0.0067	-0.0054	-0.0351
Si	0.0039	0.0091	-0.0236
Si	-0.0063	0.0022	-0.0183
Si	0.0076	-0.0008	-0.0097
Si	0.0078	-0.0064	-0.0023
Si	-0.0063	0.0055	-0.0195
Si	-0.0097	0.0026	-0.0126
Si	-0.0068	0.0043	-0.0073
Si	-0.0058	0.0055	-0.0081
Si	0.0022	-0.0057	-0.0138
Si	0.0066	-0.0046	-0.0113
Si	0.007	0.0024	0.0077
Si	0.0118	-0.0105	0.0057
Si	0.0052	0.0004	0.0058
Si	0	-0.0031	0.0081
Si	0.0011	-0.0082	0.0108
Si	0.0031	-0.0038	0.0069
Si	-0.0052	-0.0004	0.0085
Si	-0.0028	0.0005	0.0047
Si	0.0014	-0.0027	0.0173
Si	-0.0006	0.0054	0.0215
Si	-0.0124	-0.0076	0.0197
Si	-0.0031	0.0073	0.0248
Si	-0.0012	0.0195	0.0173
Si	-0.0132	-0.0074	0.0206
Si	-0.0014	0.0102	0.0283
Si	-0.0055	0.0037	0.0101
Si	0.0263	-0.0133	0.1822
Si	0.006	-0.0033	0.1858
Si	-0.0258	0.0063	0.1688
Si	0.0197	-0.0028	0.1864
Si	0.0146	-0.0403	0.1765
Si	0.0159	-0.001	0.1727
Si	0.0303	-0.0396	0.1715
Si	0.0252	-0.0237	0.1712
Si	0.0499	-0.0791	0.2214
Si	0.0524	-0.0551	0.2885
Si	0.1188	-0.2104	0.4311
Si	0.0953	-0.0594	0.2886
Si	0.1388	-0.0739	0.4595
Si	0.1108	-0.0886	0.2139
Si	0.1136	-0.0924	0.1872
Si	0.0682	-0.1067	0.2682
Si	-0.1004	0.1003	-0.2414
Si	-0.0572	0.0527	-0.2808
Si	-0.1182	0.0453	-0.3014
Si	-0.1886	0.1257	-0.4391
Si	-0.0031	0.038	-0.3568
Si	-0.0969	0.2093	-0.3645
Si	-0.1117	0.1092	-0.2277
Si	-0.0719	0.0797	-0.2208
Si	-0.0423	0.0421	-0.1799
Si	-0.0091	0.0055	-0.1862
Si	-0.0161	0.0242	-0.1838
Si	-0.0026	0.0122	-0.1747
Si	-0.0013	-0.0029	-0.1908
Si	-0.023	0.0228	-0.171
Si	-0.0062	-0.0088	-0.1715
Si	-0.0148	0.0185	-0.185
Si	0.0048	-0.0126	-0.0149
Si	0.0141	-0.0031	-0.0144
Si	0.0082	-0.0138	-0.0169
Si	-0.0019	-0.0108	-0.0213
Si	0.004	0.0091	-0.0206
Si	0.0117	0.0007	-0.0244
Si	-0.0021	-0.0076	-0.0176
Si	0.0077	-0.0009	-0.0115
Si	0.0088	0.0014	-0.0163
Si	-0.0059	-0.001	-0.0137
Si	-0.004	-0.0004	-0.0075
Si	-0.0018	0.0044	-0.0096
Si	-0.0079	0.0042	-0.0142
Si	-0.0058	0.0021	-0.0093
Si	-0.006	0.0042	-0.0123
Si	-0.0022	0.0038	-0.0084
Si	0.0028	-0.0031	0.0161
Si	-0.0004	0.006	0.0131
Si	-0.0002	0.0093	0.018
Si	0.0068	-0.0064	0.0158
Si	-0.0049	0.0029	0.0168
Si	0.0057	-0.0061	0.0168
Si	0.0041	-0.0057	0.0108
Si	-0.002	-0.0031	0.0145
Si	0.0013	-0.0051	-0.0348
Si	-0.0012	0.0077	-0.0298
Si	-0.0063	-0.0089	-0.0359
Si	0.0064	-0.0051	-0.0377
Si	-0.0063	0.0083	-0.0435
Si	0.0011	-0.0025	-0.0259
Si	0.0034	-0.0006	-0.0504
Si	-0.0184	0.003	-0.0524
Si	-0.0017	0.0041	-0.0863
Si	0.004	0.0054	-0.0558
Si	0.0094	-0.0029	-0.0739
Si	-0.0063	0.0038	-0.0687
Si	0.0029	-0.0056	-0.0574
Si	-0.0024	-0.0065	-0.0606
Si	0.0035	-0.0019	-0.0546
Si	0.0052	-0.0115	-0.0672
Si	0.0136	-0.0106	-0.06
Si	0.0048	-0.0023	-0.0592
Si	-0.0025	0.0013	-0.071
Si	0.0053	-0.0084	-0.0575
Si	-0.0004	0.0079	-0.0696
Si	0.0055	-0.0045	-0.0633
Si	0.0104	-0.0107	-0.0256
Si	0.0077	-0.0062	-0.0686
Si	-0.0064	-0.0039	-0.0636
Si	-0.0084	-0.0039	-0.0744
Si	-0.0153	-0.0156	-0.0671
Si	-0.0048	0.0044	-0.0532
Si	0.0007	0.003	-0.0623
Si	-0.0077	-0.0042	-0.0697
Si	0.0088	-0.0082	-0.0529
Si	0.0225	0.003	-0.0594
O	0.0039	0.02	0.0419
O	0.0124	0.0048	0.0285
O	0.0109	-0.008	0.0421
O	0.0001	-0.005	0.0145
O	-0.0039	0.015	0.0384
O	0.016	0.0043	0.0307
O	-0.0003	0.0007	0.0153
O	0.0124	-0.0146	0.0339
O	-0.0018	-0.0004	0.018
O	0.0168	0.0024	0.0598
O	-0.0155	-0.0083	0.0333
O	-0.0029	0.0024	0.0202
O	-0.0076	-0.0133	0.036
O	-0.0016	0.0019	0.0211
O	0.0043	0.0153	0.0322
O	-0.0041	-0.0144	0.0552
O	-0.0023	0.0076	0.0447
O	0.0146	-0.0016	0.049
O	0.0104	-0.0045	0.04
O	0.0008	0.0001	0.0109
O	0.0043	0.002	0.0472
O	0.0036	-0.0012	-0.0005
O	-0.0077	0.0098	0.0361
O	-0.0207	-0.0018	0.0387
O	-0.0028	-0.0027	0.027
O	-0.0127	0.0055	0.0167
O	-0.0119	0.0059	0.038
O	-0.0049	0.0099	0.0406
O	0.0044	0.0097	0.0167
O	-0.0132	0.0024	0.0487
O	0.0038	-0.0121	0.0293
O	0.0089	-0.01	0.0498
O	-0.0039	0.0061	0.0252
O	0.0139	-0.0074	0.0508
O	-0.0053	-0.0009	0.0225
O	0.0039	0.0034	0.0162
O	-0.0027	-0.0023	0.0255
O	-0.0069	-0.0114	0.0261
O	-0.0044	0.0035	0.0079
O	-0.0203	0.0002	0.0286
O	-0.0021	-0.0015	0.013
O	-0.0024	-0.0041	0.0117
O	-0.0073	0.0179	0.0298
O	-0.0001	-0.0012	0.0279
O	0.0023	-0.0029	0.0311
O	0.0135	-0.0153	0.0279
O	-0.0163	0.0081	0.0216
O	0	0.0003	0.0148
O	0.0095	0.0107	0.0303
O	0.001	0.0117	0.024
O	0.0111	0.0063	0.0499
O	-0.0123	-0.0038	0.0275
O	0.0196	0.002	0.0355
O	-0.0022	0.0001	0.0227
O	0.0035	0.0077	0.0233
O	0.0036	-0.0046	0.0213
O	-0.0091	0.0086	0.0269
O	-0.0138	0.0131	0.0397
O	0.0002	0.0145	0.068
O	-0.0107	0.0053	0.03
O	-0.0106	-0.0075	0.0342
O	0.0022	0.0159	0.0367
O	-0.0005	-0.0097	0.0287
O	-0.0016	0.0008	0.0291
H	0.3199	-0.3561	-0.2588
H	-0.2706	0.2705	-0.2621
H	0.3942	-0.2592	-0.2768
H	-0.3107	0.2279	-0.263
H	-0.4037	0.3053	-0.1962
H	0.248	-0.2498	-0.3167
H	-0.3129	0.3135	-0.2295
H	0.2978	-0.2314	-0.2942
H	0.2666	-0.2447	-0.2987
H	-0.3267	0.3654	-0.2114
H	0.2569	-0.2826	-0.308
H	-0.3256	0.3878	-0.2232
H	0.2834	-0.2863	-0.3032
H	-0.2978	0.2979	-0.231
H	0.2248	-0.4141	-0.2835
H	-0.2503	0.2946	-0.2576
H	0.2926	-0.4231	0.2334
H	-0.2406	0.2886	0.3256
H	0.2744	-0.3058	0.2503
H	-0.3692	0.221	0.2846
H	0.31	-0.2757	0.2368
H	-0.2983	0.2932	0.2896
H	0.4167	-0.2341	0.2058
H	-0.3038	0.2458	0.3122
H	0.3147	-0.2694	0.2512
H	-0.3014	0.3195	0.2589
H	0.278	-0.38	0.2261
H	-0.2351	0.2993	0.3141
H	0.3532	-0.2754	0.2516
H	-0.2514	0.2628	0.3199
H	-0.2882	0.3889	0.2756
H	0.2507	-0.2919	0.2613

The program warned: the cutoff lies below the one the program advises for these potential files; the forces do not sum to zero within the program's tolerance; empty levels may hold ghost states of the PAW files; the exchange-correlation potential is rough where the density is thin.
